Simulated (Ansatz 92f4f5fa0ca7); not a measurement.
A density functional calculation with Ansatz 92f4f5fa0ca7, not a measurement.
Periodic cell of 244 atoms, Si164O80, from a study of silicon, its oxide and their interface. The atomic structure is a simulated model.

Settings
functional: PBE
potential files: Ansatz PAW
basis: plane waves
wave-function cutoff: 700 eV
density cutoff ratio: 5
exchange-correlation grid ratio: 1
k mesh: 2 x 2 x 1, shifted by 0.5 0.5 0.5 of a step
self-consistency stop: 5e-08 eV per atom in the density residual
occupations: fixed
spin: none
net charge: 0

Cell vectors (angstrom)
a	10.938	0	0
b	0	10.938	0
c	0	0	36.8772

Atoms: element, x, y, z (angstrom)
Si	0	0	0.683
Si	5.469	0	0.683
Si	2.7345	2.7345	0.683
Si	8.2035	2.7345	0.683
Si	0	5.469	0.683
Si	5.469	5.469	0.683
Si	2.7345	8.2035	0.683
Si	8.2035	8.2035	0.683
Si	1.3673	1.3673	2.0503
Si	6.8362	1.3673	2.0503
Si	4.1018	4.1018	2.0503
Si	9.5708	4.1018	2.0503
Si	1.3673	6.8362	2.0503
Si	6.8362	6.8362	2.0503
Si	4.1018	9.5708	2.0503
Si	9.5708	9.5708	2.0503
Si	2.7345	0	34.8257
Si	8.2035	0	34.8257
Si	0	2.7345	34.8257
Si	5.469	2.7345	34.8257
Si	2.7345	5.469	34.8257
Si	8.2035	5.469	34.8257
Si	0	8.2035	34.8257
Si	5.469	8.2035	34.8257
Si	4.1018	1.3673	36.193
Si	9.5708	1.3673	36.193
Si	1.3673	4.1018	36.193
Si	6.8362	4.1018	36.193
Si	4.1018	6.8362	36.193
Si	9.5708	6.8362	36.193
Si	1.3673	9.5708	36.193
Si	6.8362	9.5708	36.193
Si	-0.4976	0.4844	26.6478
Si	5.6238	-0.5938	26.1472
Si	2.5678	2.9694	26.7199
Si	8.8178	2.2788	26.7333
Si	0.2652	5.0816	26.6724
Si	5.0285	5.9414	26.7095
Si	3.2762	7.6025	26.7022
Si	8.0062	8.3527	26.7927
Si	1.3351	1.3517	27.9244
Si	7.0006	1.4758	27.9981
Si	4.1187	4.1827	28.0219
Si	9.6712	4.0077	28.0578
Si	1.4165	6.7565	27.8996
Si	6.7723	6.8244	28.0561
Si	4.1704	9.4326	27.833
Si	9.5579	9.6555	27.9907
Si	2.7886	-0.0546	29.181
Si	8.1811	-0.0119	29.421
Si	0.0851	2.6954	29.4466
Si	5.5526	2.8104	29.3228
Si	2.7185	5.4676	29.4195
Si	8.2241	5.4295	29.3119
Si	0.0605	8.2185	29.2328
Si	5.4862	8.2373	29.4148
Si	4.1347	1.3611	30.6012
Si	9.584	1.3574	30.754
Si	1.4009	4.0921	30.7965
Si	6.8769	4.1238	30.7503
Si	4.096	6.86	30.746
Si	9.6084	6.8508	30.6348
Si	1.4233	9.5645	30.6391
Si	6.8418	9.5727	30.7896
Si	0.0401	-0.0265	32.0609
Si	5.4532	0.0252	32.0781
Si	2.7889	2.6966	32.0739
Si	8.2216	2.7358	32.111
Si	-0.0044	5.4864	32.0784
Si	5.4834	5.4875	32.0948
Si	2.7307	8.2199	32.0924
Si	8.242	8.1828	32.0769
Si	1.3824	1.3597	33.4448
Si	6.8317	1.3735	33.4579
Si	4.119	4.098	33.4517
Si	9.5775	4.1173	33.4618
Si	1.364	6.8461	33.4548
Si	6.8545	6.8427	33.4591
Si	4.1006	9.5851	33.4554
Si	9.5925	9.5676	33.4471
Si	2.721	0.0122	3.41
Si	8.2045	-0.0071	3.4229
Si	0.0074	2.7355	3.4315
Si	5.452	2.7382	3.4249
Si	2.7488	5.4753	3.4321
Si	8.1916	5.4753	3.4193
Si	-0.0174	8.1947	3.4097
Si	5.4775	8.2014	3.4328
Si	4.0302	1.4162	4.7964
Si	9.5688	1.3589	4.7915
Si	1.3824	4.1082	4.804
Si	6.8181	4.1145	4.7864
Si	4.1152	6.8414	4.8212
Si	9.5282	6.8657	4.7962
Si	1.367	9.5522	4.7495
Si	6.8371	9.5762	4.8112
Si	-0.0001	-0.0549	6.1248
Si	5.4075	0.0301	6.0854
Si	2.6953	2.764	6.2702
Si	8.1827	2.7401	6.1313
Si	-0.0033	5.5046	6.103
Si	5.4636	5.4526	6.2117
Si	2.7377	8.2412	6.1536
Si	8.1761	8.2074	6.2401
Si	1.3046	1.2837	7.5452
Si	6.707	1.4232	7.4387
Si	4.0965	4.1526	7.6641
Si	9.5915	4.1241	7.4463
Si	1.3318	6.8859	7.4764
Si	6.8017	6.8137	7.6222
Si	4.0928	9.6441	7.5205
Si	9.5877	9.5928	7.5765
Si	2.7757	0.0707	8.9853
Si	8.0842	0.0672	8.7442
Si	-0.2116	2.5714	8.8263
Si	5.5071	2.7836	9.0219
Si	2.7413	5.6667	8.9211
Si	8.2705	5.4285	8.8933
Si	0.0841	8.2592	8.9524
Si	5.3853	8.222	8.9327
Si	4.4323	1.1373	10.391
Si	8.8149	1.8809	10.0319
Si	1.4208	4.5424	10.4692
Si	7.2896	3.7665	10.2674
Si	3.4978	7.5248	10.2019
Si	9.9132	6.5483	10.171
Si	1.8359	9.2736	10.2444
Si	6.6333	9.7943	10.1048
O	0.918	3.0904	9.929
O	7.3441	9.2009	11.4668
O	3.6253	7.234	11.8242
O	9.1761	7.08	11.5421
O	4.0729	1.5239	11.9643
O	2.2366	4.1531	11.8281
O	38.3536	-21.9238	10.655
O	0.102	5.4762	10.7608
O	8.7348	7.4623	25.6204
O	3.0094	8.1269	25.1267
O	14.2476	2.39	25.3662
O	5.9599	11.7754	26.8684
O	5.2495	-0.2953	24.5607
O	17.891	-1.5512	26.0588
O	10.4279	5.4802	25.2487
O	1.4351	4.0409	26.1612
Si	7.8267	7.3504	16.8062
Si	2.5664	10.4546	19.7984
Si	14.0711	13.39	19.5812
Si	9.78	9.7922	17.3206
Si	9.394	1.0287	12.083
Si	6.6037	6.341	19.4553
Si	0.7748	9.7832	12.3505
Si	3.6289	2.9505	23.8632
Si	7.9243	2.9237	24.6542
Si	-0.407	2.8539	14.271
Si	5.5545	8.5596	15.004
Si	4.1558	6.4076	13.1137
Si	0.6985	11.1161	15.1986
Si	5.1877	0.2615	15.9683
Si	15.1774	18.7764	20.4642
Si	2.3941	4.1038	13.4505
Si	9.1457	8.6959	22.7387
Si	6.4976	7.358	22.2824
Si	9.8232	7.5438	12.9663
Si	10.9127	8.9978	20.2228
Si	7.7011	9.6657	12.9889
Si	6.2504	14.1115	19.275
Si	7.3457	12.0145	20.9751
Si	-0.1375	10.7942	24.3766
Si	16.676	5.2089	24.5792
Si	4.6965	2.0933	13.3812
Si	8.8499	5.2943	14.6553
Si	12.3685	14.7174	21.7881
Si	1.6563	8.4759	24.3012
Si	5.7464	0.8554	23.496
Si	10.0492	6.9952	24.8025
Si	18.4248	0.7729	17.9934
Si	6.5838	4.376	12.5218
Si	2.6842	11.8907	17.304
Si	9.8768	2.1309	22.4662
Si	12.534	6.8521	21.51
O	4.4677	1.7871	23.093
O	-0.1547	12.1022	23.4135
O	8.8285	8.623	16.7138
O	5.121	8.0856	21.8133
O	11.2745	8.2399	12.733
O	2.3059	13.2287	18.166
O	10.9401	13.9493	21.6017
O	12.965	11.7676	15.85
O	5.1724	7.1343	19.3194
O	4.683	7.4635	14.2114
O	13.9878	17.7176	20.7891
O	6.0693	2.9318	13.0935
O	7.2348	11.1763	19.5523
O	7.0844	4.311	24.8479
O	13.2216	10.5772	18.1909
O	8.8977	12.1799	21.4939
O	7.6606	5.035	13.5638
O	2.9469	5.5885	13.8593
O	2.2298	3.2471	23.1008
O	8.2134	11.2286	12.9901
O	8.8402	8.673	13.6008
O	7.6369	6.9909	18.383
O	6.8964	1.7309	24.2389
O	8.9911	3.1212	23.4212
O	5.3123	5.4121	12.519
O	9.5743	9.8099	23.8612
O	10.9304	10.0371	16.1858
O	12.1047	10.0785	20.5561
O	14.6071	9.2847	20.0088
O	13.3102	14.4927	20.4812
O	6.4277	9.4601	13.959
O	9.6845	9.1703	21.2807
O	12.6598	7.8103	22.8275
O	9.7662	7.2308	23.2064
O	4.2837	1.0411	17.0613
O	11.4883	7.4839	20.4275
O	6.4204	7.7659	16.1161
O	7.1	13.3169	18.0912
O	9.9666	2.3964	12.8024
O	10.4105	9.2191	18.7053
O	5.125	1.0179	14.5229
O	6.4992	4.7598	19.1137
O	3.5117	3.0395	13.9633
O	6.6405	11.1057	16.7254
O	-0.3216	1.4427	15.0685
O	17.7384	2.6047	20.7099
O	12.0651	5.3674	21.9406
O	3.1296	11.9066	20.3152
O	7.1199	6.5249	21.0033
O	7.5363	8.5313	22.7197
O	15.5812	2.9351	19.2489
O	1.3416	10.0771	24.1674
O	-0.4291	10.7759	11.8136
O	1.2208	10.4727	13.784
O	8.357	6.0175	16.0231
O	9.5001	3.8515	15.0366
O	11.3527	7.8989	25.2094
O	6.1721	6.387	23.5398
O	6.4155	11.2591	22.0947
O	9.9692	6.2682	13.9594
O	9.0103	11.2163	17.6273
O	15.4652	4.322	23.9057
O	0.9929	3.6745	14.143
O	4.6262	9.6724	15.7552

Results
free energy: -149773.762 eV
free energy less fixed offsets of O -569.03, Si -635.61 eV per atom: -11.322 eV

Forces (eV/angstrom), in the order of the atoms: element, x, y, z
Si	-0.0075	0.0184	-0.003
Si	0.0187	0.008	-0.0036
Si	-0.0102	0.0221	0.011
Si	-0.0101	0.0289	0.02
Si	0.0177	-0.0078	-0.0037
Si	0.0046	-0.0027	0.0023
Si	-0.0325	0.0305	0.0168
Si	-0.0034	0.0039	0.0038
Si	-0.1166	0.0552	-0.0792
Si	-0.0722	-0.0268	0.1398
Si	-0.0069	0.0756	-0.0079
Si	0.0304	0.0138	0.1404
Si	-0.009	-0.1033	0.0846
Si	-0.0458	0.0481	-0.0221
Si	0.0666	0.0281	0.1411
Si	-0.034	0.0284	-0.0562
Si	-0.0101	-0.0024	0.0584
Si	0.0267	-0.0443	-0.157
Si	0.1074	0.0048	-0.1385
Si	0.0636	0.0356	0.0725
Si	-0.0162	-0.0395	-0.1462
Si	0.0066	-0.0071	0.075
Si	0.0172	-0.0097	0.0609
Si	0.0491	0.0919	-0.0996
Si	-0.0168	0.0047	-0.0017
Si	0.0022	-0.0279	-0.0199
Si	0.0065	-0.0302	-0.0039
Si	-0.0034	0.0008	0.0045
Si	0.0249	-0.0301	-0.016
Si	-0.0086	0.0107	0.0028
Si	-0.0016	0.006	0.001
Si	0.009	-0.0237	-0.0019
Si	0.0036	-0.0104	-0.0029
Si	0.0069	0.001	-0.0127
Si	0.0074	-0.0202	0.0266
Si	-0.0079	0.0006	-0.0059
Si	-0.0128	0.0105	-0.0165
Si	0.0066	0.0006	0.0013
Si	-0.0068	0.0004	0.0024
Si	0.0091	-0.0075	0.0283
Si	0.0214	-0.0034	-0.0109
Si	-0.0111	0.0544	0.027
Si	-0.0005	-0.0163	-0.0147
Si	-0.0157	0.0056	-0.0053
Si	0.0037	0.0133	-0.0018
Si	0.0147	0.005	-0.0038
Si	-0.0173	0.0087	0.0042
Si	-0.0028	-0.0009	-0.0079
Si	0.0001	0.0069	-0.0241
Si	0.0013	-0.0031	0.002
Si	-0.0083	-0.0162	0.0204
Si	0.0059	-0.0219	-0.0266
Si	0.0017	0.0075	0.0177
Si	-0.0026	0.0074	-0.0185
Si	-0.0003	-0.0076	-0.0101
Si	0.0076	-0.0097	0.012
Si	-0.001	0	0.0022
Si	0.0015	0.0034	0.0024
Si	0.0044	-0.0008	-0.0052
Si	-0.0021	0.0053	0.018
Si	-0.0035	0.002	0.0036
Si	0.0006	-0.0056	-0.0049
Si	0.0001	-0.0032	0.015
Si	0.0025	-0.0101	-0.0032
Si	-0.0039	-0.0033	-0.0057
Si	-0.001	0.0029	0.0051
Si	-0.0014	-0.0045	0.0081
Si	0.0021	-0.0025	-0.0049
Si	-0.0011	0.0026	0.0066
Si	0.0013	0.0001	-0.0044
Si	0.0002	-0.0002	-0.0056
Si	-0.0038	0.0044	0.0093
Si	-0.0013	0.0025	-0.0027
Si	0.0028	0.0004	0.0008
Si	0.0002	0.0038	-0.001
Si	-0.0029	-0.0032	0.0012
Si	0.0027	0.0014	0.0033
Si	-0.0019	-0.001	-0.0005
Si	-0.0017	-0.0033	0.0033
Si	0.0015	0.0001	-0.0012
Si	-0.0008	-0.0061	0.0005
Si	0.0037	0.0056	0.0007
Si	-0.0015	-0.0026	0.0007
Si	0.0008	-0.0039	0.0029
Si	0.0035	0.0035	-0.0008
Si	-0.0018	0.0015	0.0001
Si	0.0007	-0.0008	-0.0005
Si	-0.0033	-0.0025	-0.0007
Si	-0.0002	0.0076	-0.0093
Si	-0.0029	-0.0011	0.006
Si	-0.0031	0.0013	-0.0057
Si	0.0073	0.0013	0.0065
Si	-0.0001	-0.0023	0.0074
Si	0.0021	-0.0031	-0.0081
Si	-0.0009	0.0002	0.0053
Si	-0.0017	-0.0047	-0.0099
Si	-0.0009	-0.0046	-0.0217
Si	-0.0046	-0.0056	0.0013
Si	0.0033	-0.0053	-0.005
Si	-0.0021	-0.0073	-0.0008
Si	-0.003	0.0059	0
Si	-0.0035	0.0082	-0.0152
Si	0.0068	-0.0022	-0.0075
Si	0.0006	-0.0007	0.0052
Si	-0.008	0.0296	0.0334
Si	0.0224	0.0234	-0.0176
Si	-0.0079	0.0043	0.0202
Si	-0.0075	0.0096	0.006
Si	0.0045	0.0013	-0.0166
Si	0.0049	0.0099	0.0116
Si	0.0044	-0.0235	-0.014
Si	0.0005	-0.0083	0.0232
Si	0.0004	0.0114	0.0283
Si	0.009	-0.0103	0.0024
Si	0.0161	-0.0729	-0.0315
Si	-0.0136	-0.0044	0.013
Si	0.0175	-0.0025	-0.0123
Si	0.0059	-0.0032	0.0041
Si	-0.0222	0.0019	0.0079
Si	-0.0088	-0.0119	-0.0139
Si	-0.0123	0.0236	-0.02
Si	-0.0057	-0.0014	0.0035
Si	0.0027	-0.011	0.0222
Si	-0.0015	0.0047	-0.008
Si	-0.0074	-0.0091	0.0008
Si	-0.0153	0.0139	-0.0264
Si	-0.01	0.0013	-0.0046
Si	0.0018	-0.003	0.0257
O	-0.0101	0.0334	-0.0063
O	0.0005	0.0016	0.0114
O	0.0043	-0.0003	0.0057
O	-0.0016	-0.0018	0.0151
O	0.0109	-0.0092	0.0267
O	0.0001	0.006	0.0039
O	-0.0014	-0.0051	-0.0341
O	0.0146	-0.0015	0.0031
O	0.0002	-0.0029	-0.0176
O	0.0001	-0.0025	-0.0068
O	0.0041	0.0027	-0.0184
O	0.0092	-0.0172	-0.0022
O	-0.0051	-0.0026	-0.0017
O	-0.0096	-0.0024	-0.0046
O	0.0022	-0.0015	-0.0114
O	0.0006	0.0023	0.0182
Si	-0.0011	0.0009	-0.0009
Si	-0.0006	-0.0007	-0.0025
Si	-0.0005	-0.002	-0.0024
Si	0.0009	0.0004	-0.0004
Si	-0.0006	-0.009	-0.0122
Si	-0.0008	-0.0016	-0.0003
Si	0.0137	0.0021	-0.0223
Si	0.0023	-0.0013	0.0148
Si	0.0026	0.0011	0.0164
Si	-0.0012	-0.0019	-0.006
Si	0	0.0037	-0.0054
Si	-0.0009	0.0001	-0.0138
Si	0.0014	-0.005	-0.0004
Si	-0.0015	0.0017	-0.003
Si	-0.001	-0.0019	0.001
Si	0.0024	-0.0064	-0.0024
Si	0.0017	-0.0015	0.0122
Si	0.0002	-0.0012	0.0061
Si	0.0034	-0.0004	-0.0126
Si	0.0003	-0.0004	0.0006
Si	-0.0049	0.0008	-0.0081
Si	-0.0007	-0.0024	-0.0004
Si	-0.0012	-0.0018	0.0038
Si	-0.0021	-0.0032	0.0207
Si	-0.0014	-0.0068	0.0124
Si	-0.0021	-0.0152	-0.0143
Si	-0.003	0.0008	-0.0041
Si	0.0004	0.0004	0.0069
Si	-0.0009	-0.0041	0.013
Si	0.0034	0.0045	0.0079
Si	-0.0043	0.0065	0.0198
Si	-0.0022	-0.0012	0.0002
Si	-0.005	-0.004	-0.0081
Si	0.0005	-0.0017	0.0016
Si	-0.0009	-0.0009	0.0101
Si	-0.0018	-0.0001	0.0075
O	0.0005	-0.001	-0.0037
O	-0.0011	0.0016	-0.0101
O	-0.001	-0.0029	0
O	0.0009	-0.0043	-0.0058
O	-0.003	-0.0001	0.0069
O	0.0018	-0.0043	0.001
O	0.0014	-0.0005	-0.0033
O	-0.0039	-0.0024	-0.0008
O	0.0018	-0.0012	0.0026
O	0.002	0	0.0039
O	0.0008	0.0018	-0.0026
O	0.0012	0.0053	0.004
O	0.0008	0.002	0.0009
O	-0.0025	-0.0012	-0.0058
O	0.0009	0.0017	0.0017
O	-0.0015	-0.0007	-0.0028
O	0.0023	-0.0002	0.0058
O	0.0015	-0.0054	-0.0021
O	-0.0016	-0.0007	-0.0118
O	-0.001	-0.0039	0.006
O	-0.0017	-0.0004	0.0021
O	-0.0011	-0.0012	-0.0018
O	-0.0035	-0.0034	-0.0081
O	0.0007	-0.0016	-0.0098
O	-0.0001	-0.0015	0.0078
O	-0.0014	-0.003	-0.011
O	-0.0013	0.0015	-0.0011
O	-0.0002	-0.0036	-0.0037
O	-0.0013	-0.0033	0.0004
O	-0.0017	-0.002	-0.0012
O	0.0003	-0.0064	0.0029
O	-0.0012	-0.0017	-0.0006
O	-0.0009	-0.003	-0.0099
O	-0.001	0.0004	-0.0068
O	-0.0027	-0.0022	-0.0033
O	0.0011	-0.0001	-0.0012
O	0.0021	-0.0021	-0.0002
O	-0.0004	-0.0022	0.0017
O	0.0047	0.0041	0.0042
O	-0.0002	-0.0013	0.0002
O	-0.002	-0.0012	0.0057
O	-0.0002	0	-0.0003
O	-0.0005	0.0045	0.0025
O	-0.0002	-0.0014	0.0002
O	0.0024	0.0001	0.0004
O	-0.0003	-0.0038	-0.0052
O	0.0004	-0.0021	-0.005
O	-0.0009	-0.0007	-0.0047
O	-0.0027	-0.0001	-0.002
O	0.0004	-0.002	-0.0063
O	0.0003	0	0.0006
O	0.0014	-0.0014	-0.0089
O	-0.0045	0.0014	0.0036
O	-0.0054	0.0007	0.0124
O	-0.0006	-0.0013	-0.0012
O	0.0005	0.0001	-0.0021
O	-0.0003	0.0015	-0.0063
O	0.0006	0.0043	-0.0106
O	0.0001	0.0003	-0.0045
O	-0.002	-0.003	0.0046
O	-0.0004	-0.003	0.0002
O	-0.0038	-0.0028	-0.0088
O	-0.0013	-0.0012	-0.001
O	0.0025	-0.0006	-0.002

The program warned: the cutoff lies below the one the program advises for these potential files; the exchange-correlation potential is rough where the density is thin.
